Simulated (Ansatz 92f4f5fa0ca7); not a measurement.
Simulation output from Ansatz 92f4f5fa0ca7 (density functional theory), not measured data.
Periodic cell of 228 atoms, Si140O88, from a study of silicon, its oxide and their interface. The atomic structure is a simulated model.
This geometry differs little from another in the collection (a relaxation step or a small displacement).

Settings
functional: r2SCAN
potential files: Ansatz PAW
basis: plane waves
wave-function cutoff: 800 eV
density cutoff ratio: 5
exchange-correlation grid ratio: 1
k mesh: 1 x 1 x 1, shifted by 0.5 0.5 0 of a step
self-consistency stop: 1e-10 eV per atom in the density residual
occupations: fixed
spin: none
net charge: 0

Cell vectors (angstrom)
a, 10.888, 0, 0
b, 0, 10.888, 0
c, 0, 0, 33.6505

Atoms and the computed forces on them: element, x, y, z (angstrom), force x, y, z (eV/angstrom)
Si, -0.2479, 0.3048, 0.0414, 0.004, -0.0007, -0.0422
Si, 3.0063, 2.4738, 0.0626, -0.0031, 0.0053, -0.0435
Si, -0.2562, 5.5847, -0.04, 0.0021, -0.0023, -0.0391
Si, 2.9149, 7.8459, -0.0146, -0.0025, 0.0047, -0.0439
Si, 5.0847, 0.1153, 0.0961, 0.0048, -0.0067, -0.0295
Si, 8.3897, 2.5243, 0.1724, 0.0001, 0.0027, -0.0334
Si, 5.1365, 5.6271, 0.2227, 0.0035, -0.0036, -0.0343
Si, 8.5248, 7.9099, 0.1176, -0.0035, 0.0056, -0.0289
Si, 1.3655, 1.3821, 1.3713, 0.0002, 0.0003, -0.0018
Si, 4.043, 4.033, 1.5028, -0.003, -0.0024, 0.0078
Si, 1.3333, 6.7233, 1.3113, -0.0018, -0.0003, 0.0057
Si, 3.9448, 9.4747, 1.4054, -0.0021, -0.0009, 0.0056
Si, 6.7422, 1.3085, 1.3221, -0.0009, -0.0022, 0.0075
Si, 9.5522, 4.0807, 1.4401, 0.003, 0.0005, 0.0022
Si, 6.8228, 6.8131, 1.3554, 0.0003, 0.0002, -0.0019
Si, 9.6457, 9.4994, 1.3893, 0.0014, 0.0007, 0.001
Si, 0.051, 2.7487, 2.773, 0.0003, 0.0034, -0.0057
Si, 2.6373, -0.0369, 2.7681, 0.0005, -0.0004, -0.0051
Si, 0.0803, 8.1423, 2.7502, 0.0009, -0.0018, -0.0008
Si, 2.6456, 5.3981, 2.7755, -0.0017, -0.0017, -0.0067
Si, 5.47, 2.6861, 2.7727, 0.0002, -0.0037, -0.0045
Si, 8.1587, -0.0423, 2.6821, -0.0022, -0.0002, -0.0049
Si, 5.4456, 8.1854, 2.7105, 0.0008, -0.0001, 0.0029
Si, 8.1395, 5.4305, 2.7508, 0.0012, 0.0008, -0.0003
Si, 1.3433, 4.0787, 4.1808, 0.0002, 0.0008, -0.0012
Si, 4.0608, 1.329, 4.0822, 0.0009, 0.0001, -0.0021
Si, 1.357, 9.5012, 4.1625, 0.001, -0.0011, -0.0027
Si, 4.0824, 6.7901, 4.0533, 0.0011, 0.0004, -0.0004
Si, 6.8143, 4.0622, 4.1226, -0.0002, -0.0005, 0.0043
Si, 9.5244, 1.3472, 4.0464, 0, -0.0003, 0.002
Si, 6.8014, 9.5264, 4.0862, 0.0014, 0.0012, -0.0009
Si, 9.5266, 6.8071, 4.0733, 0.0001, -0.0002, -0.0016
Si, -0.0267, -0.0029, 5.4554, 0.0002, 0, -0.0004
Si, 2.7295, 2.7011, 5.471, 0.0003, 0.0004, -0.0025
Si, -0.0263, 5.4559, 5.4769, 0.0002, 0.0009, -0.001
Si, 2.7598, 8.1528, 5.4615, -0.0008, -0.0003, -0.0004
Si, 5.4398, -0.0047, 5.445, 0.0005, 0.0009, 0.0008
Si, 8.1929, 2.7095, 5.4487, 0.0005, 0, 0.0015
Si, 5.4354, 5.4395, 5.4427, -0.0002, 0.001, 0.0028
Si, 8.1629, 8.1642, 5.4409, 0.0007, 0.0002, 0.0017
Si, 1.3517, 1.3524, 6.8188, -0.0001, 0.0005, 0.001
Si, 4.084, 4.0813, 6.8064, 0.0007, 0.001, 0.0006
Si, 1.3699, 6.8087, 6.8004, -0.0001, 0.0011, -0.0005
Si, 4.1017, 9.5234, 6.8226, -0.0004, 0.0019, -0.0003
Si, 6.8043, 1.365, 6.7882, 0.0006, 0.0019, -0.001
Si, 9.5237, 4.0817, 6.83, 0.0007, 0.001, 0.0009
Si, 6.803, 6.8041, 6.8062, 0.0002, 0.0007, 0.0004
Si, 9.5095, 9.5312, 6.8091, 0.0005, 0.0003, 0.0004
Si, 0.0072, 2.7299, 8.1824, 0.0015, 0.0013, 0.0005
Si, 2.7296, 0.0001, 8.1699, 0.0005, 0.0015, 0.0005
Si, 0.0114, 8.1757, 8.1425, 0.0007, 0.0009, -0.0002
Si, 2.7245, 5.4486, 8.1551, 0.0007, 0.0003, 0.0003
Si, 5.4585, 2.7342, 8.1474, -0.0001, 0.0015, 0.0004
Si, 8.155, 0.0145, 8.1541, 0.0006, 0.0007, 0.0005
Si, 5.46, 8.1748, 8.1822, 0.0013, 0.0006, 0.0007
Si, 8.1662, 5.4514, 8.1765, 0.0006, 0.0014, 0.0006
Si, 1.3705, 4.1091, 9.5253, -0.0006, 0.001, -0.0013
Si, 4.1016, 1.3831, 9.5052, -0.0001, -0.0001, 0.0006
Si, 1.361, 9.5224, 9.5116, 0.0011, 0.0016, -0.0009
Si, 4.0813, 6.8064, 9.5153, 0, 0.0021, -0.0005
Si, 6.7995, 4.0887, 9.5207, 0.0015, 0.0019, -0.0007
Si, 9.5073, 1.3725, 9.517, 0, 0.0023, -0.0009
Si, 6.8212, 9.5529, 9.5303, -0.0008, 0.0003, -0.0008
Si, 9.5499, 6.8272, 9.511, 0.0003, -0.0003, 0.0003
Si, -0.0223, -0.0107, 10.8442, -0.0004, 0.0006, -0.0034
Si, 2.7515, 2.7562, 10.8579, 0.0002, 0.0002, -0.0006
Si, 0.0164, 5.4784, 10.8895, 0.0007, 0.0003, 0.0033
Si, 2.7205, 8.1645, 10.8755, 0.0003, 0.0008, 0.0034
Si, 5.4685, 0.0451, 10.8795, 0.0005, -0.0001, 0.0037
Si, 8.159, 2.7432, 10.8889, -0.0003, 0.0008, 0.0032
Si, 5.4534, 5.4616, 10.872, -0.0003, 0.0003, 0.0012
Si, 8.2054, 8.2006, 10.8696, -0.0001, -0.0009, 0.0013
Si, 1.346, 1.3748, 12.1235, -0.0017, 0.0022, -0.0014
Si, 4.1027, 4.1151, 12.2482, 0.0002, -0.0009, -0.0027
Si, 1.3649, 6.8338, 12.2846, 0.0003, 0.0009, 0.0047
Si, 4.1059, 9.5411, 12.1795, 0.0017, 0.001, 0.0051
Si, 6.819, 1.3952, 12.2879, 0.0008, 0.0001, 0.0045
Si, 9.5139, 4.1303, 12.222, 0.0012, -0.0002, -0.0046
Si, 6.8441, 6.8314, 12.1884, -0.0005, 0.0015, 0.0025
Si, 9.5389, 9.5478, 12.2778, 0.0007, 0.0002, 0.0019
Si, -0.0005, 2.7183, 13.481, 0.0006, 0.0008, 0.0036
Si, 2.6934, 0.0176, 13.4492, -0.002, 0.0006, -0.0034
Si, -0.0047, 8.1903, 13.6697, -0.0018, -0.0003, 0.0061
Si, 2.7561, 5.4736, 13.6207, 0.0015, -0.0007, -0.0028
Si, 5.4636, 2.7886, 13.6382, -0.0006, 0.0032, -0.0042
Si, 8.1881, 0.0271, 13.654, -0.0002, -0.0012, -0.0011
Si, 5.5121, 8.2089, 13.5181, 0.0008, -0.0015, -0.003
Si, 8.177, 5.5147, 13.603, -0.0006, 0.0011, 0.0019
Si, 1.3415, 4.0496, 14.8508, 0.0011, -0.0021, -0.0063
Si, 4.0158, 1.3652, 14.8127, -0.0028, 0.0024, 0.0025
Si, 1.3933, 9.6069, 14.9201, -0.001, 0.0017, 0.0007
Si, 4.1794, 6.8729, 14.8957, 0.0008, -0.0005, 0.0041
Si, 6.82, 4.1887, 15.0101, -0.0001, 0.0031, -0.0022
Si, 9.5713, 1.4235, 14.9508, 0.001, -0.0018, -0.0076
Si, 6.8245, 9.5312, 14.9881, 0.0021, 0.0009, 0.0047
Si, 9.5047, 6.854, 15.0659, -0.0014, 0.0008, 0.0025
Si, 0.2703, 0.2921, 16.2693, -0.0069, -0.0036, 0.0343
Si, 2.4725, 2.4826, 16.1717, 0.0059, 0.0056, 0.0312
Si, -0.1961, 5.163, 16.1974, 0.005, 0.0055, 0.0388
Si, 3.041, 8.4755, 16.1375, -0.0066, -0.0072, 0.0319
Si, 5.1581, -0.17, 16.122, 0.0055, 0.0091, 0.0366
Si, 8.4382, 3.0253, 16.2477, -0.0068, -0.0061, 0.0269
Si, 5.6983, 5.807, 16.35, -0.0058, -0.0039, 0.0289
Si, 7.9371, 8.025, 16.455, 0.0026, 0.0056, 0.0371
Si, 3.7008, -15.2506, 28.9497, 0.0015, -0.0002, -0.0432
Si, 2.1546, -2.3747, 30.6081, 0.0006, -0.0023, -0.0949
Si, 17.5462, 1.0086, 21.1476, -0.0058, 0.0021, 0.0651
Si, 2.4556, 22.1305, 24.2248, -0.0083, -0.0042, 0.001
Si, -4.2084, -1.6953, 31.6809, 0.0006, -0.0025, -0.0722
Si, 1.9842, 5.7436, 23.364, -0.0057, 0.0041, 0.0187
Si, -6.6343, 14.8096, 18.4081, -0.0003, -0.001, 0.0677
Si, 14.0953, 11.1578, 29.5595, 0.0038, 0.0004, -0.0439
Si, -19.7333, 1.4327, 26.9883, -0.0094, -0.0007, -0.0385
Si, -15.745, -3.0865, 27.6957, 0.0003, 0.0017, -0.0354
Si, 10.9756, 3.9529, 22.0661, -0.0099, -0.0094, 0.0338
Si, 12.0342, 3.7117, 31.4686, 0.0011, -0.0108, -0.0771
Si, 6.3326, 6.4201, 30.1432, -0.0108, 0.001, -0.0625
Si, -16.4316, 24.1705, 29.5637, -0.0034, -0.0018, -0.0554
Si, 26.2028, 4.553, 24.0075, 0.0008, 0.0006, 0.0027
Si, 2.712, -6.9804, 28.7573, 0.0049, -0.0038, -0.053
Si, -14.1935, -11.7566, 29.0292, 0.0046, 0.003, -0.0568
Si, 29.3461, -2.9911, 25.1524, 0.0044, -0.0002, -0.0108
Si, 6.296, 24.367, 24.8115, -0.0052, 0.003, -0.0065
Si, 10.0812, 9.6897, 21.6652, 0.0035, -0.0005, 0.0584
Si, -11.8202, 9.2775, 18.4864, 0.0099, 0.0026, 0.0709
Si, -14.2864, 23.6312, 27.4877, 0.0106, 0.0017, -0.0395
Si, -4.147, -6.8842, 31.6933, -0.0096, -0.0059, -0.0649
Si, -3.5531, 19.9565, 22.559, -0.0038, -0.0097, 0.03
Si, 6.4802, 12.6183, 18.3184, -0.0013, -0.0008, 0.0717
Si, 2.2402, 5.2035, 20.4628, -0.0151, -0.0066, 0.062
Si, 20.956, 41.9618, 26.1503, -0.0084, 0.0022, -0.0265
Si, 23.0356, 6.9894, 18.2283, 0.0042, 0.0031, 0.0724
Si, -0.3448, 9.623, 29.1193, -0.0082, -0.0055, -0.0502
Si, 12.1396, -2.1223, 23.7636, 0.0043, -0.0018, 0.0126
Si, -6.3799, 1.8936, 22.6882, -0.0061, -0.0025, 0.0266
Si, -22.0302, 12.1923, 23.2587, 0.0053, 0.0042, 0.014
Si, -11.8903, 23.1949, 26.0387, -0.0034, -0.0034, -0.0164
Si, 6.629, 6.3134, 22.9395, -0.0028, -0.0001, 0.0175
Si, 22.3688, 0.9353, 30.8882, 0.0075, -0.0023, -0.0699
Si, 18.7449, 3.6693, 22.4643, -0.0003, 0.006, 0.022
O, 5.5709, 9.9784, -1.0974, -0.0094, 0.0146, 0.0331
O, -15.7378, -8.1415, -2.6821, 0.0172, 0.0151, 0.0385
O, -2.0185, 8.2007, -7.5782, 0.0002, 0.0034, 0.0061
O, 0.3547, 4.9126, -1.42, -0.016, 0.0188, 0.0298
O, -9.0359, 6.5273, -14.0102, -0.0142, 0.019, -0.0447
O, -27.9519, 0.8871, -4.09, -0.0021, -0.0006, 0.0152
O, 0.4748, 12.2612, -6.9881, 0.0075, 0.002, 0.0108
O, 2.3877, 14.1459, -1.2342, 0.0154, -0.0109, 0.0433
O, 4.3259, 3.502, -10.9026, -0.0013, -0.0065, -0.01
O, 4.0877, 3.3448, -4.303, 0.0032, -0.003, 0.017
O, 13.4917, 9.6331, -9.5499, 0.0006, 0.0014, 0.0003
O, 17.7647, 17.6861, -4.9886, 0, -0.0074, 0.0325
O, 4.0855, 6.7438, -0.3792, -0.0011, -0.0007, 0.0128
O, 41.6425, 9.2133, -4.4287, -0.0012, 0.0015, 0.0202
O, 9.5285, 6.7384, -0.4767, -0.0001, 0.0006, 0.0069
O, 7.7646, 13.2536, -16.072, 0.0149, 0.0126, -0.0333
O, 7.0173, 0.8923, 19.5883, -0.0004, 0.0053, -0.0489
O, 10.8953, -1.577, 27.5583, 0.0033, 0.004, 0.0299
O, -1.0971, 1.9483, 24.4932, 0.0025, -0.0039, -0.0008
O, -16.1188, 4.7001, 32.6487, -0.0164, 0.0133, 0.0423
O, -7.7325, 11.9916, 22.9982, 0.0078, 0.0047, -0.0041
O, -4.0771, 17.7882, 16.9049, 0.0004, 0.0008, -0.0254
O, 14.9892, -1.2893, 16.697, 0.0007, 0.0005, -0.0142
O, 0.5832, -1.7759, 22.2994, -0.0081, 0.0029, -0.0188
O, 0.1357, 13.3379, 31.2366, -0.0004, 0.009, 0.0172
O, 18.1213, -1.7169, 24.1855, -0.0015, 0.0013, 0
O, 13.6181, 5.699, 21.9209, 0.0012, -0.0027, -0.0357
O, 7.6997, 6.6135, 24.15, -0.0038, 0.0025, -0.0007
O, 4.9111, 5.2007, 17.6536, 0.0133, 0.0158, -0.0346
O, 13.3448, 7.7036, 17.439, 0.0105, 0.0132, -0.0376
O, -2.3371, 8.7589, 17.8128, -0.0134, -0.0102, -0.0378
O, 1.3834, 1.3983, 16.7613, -0.0012, 0.0008, -0.0092
O, -3.9801, 10.4605, 21.862, -0.0035, 0.0114, -0.0169
O, 3.0108, 16.2356, 28.0934, 0.0022, 0.0013, 0.019
O, -14.5398, 16.0952, 30.7146, 0.0029, -0.0138, 0.0286
O, -8.634, -7.9669, 27.5702, 0.0098, 0.0094, 0.0165
O, 0.3709, -0.0123, 32.1956, -0.0111, -0.0052, 0.0548
O, 20.7258, 0.2997, 22.2742, 0.0007, -0.0053, -0.0177
O, -4.4053, -1.6009, 28.112, 0.004, 0.0038, 0.0206
O, 24.3383, 33.0124, 28.0719, 0.0048, -0.0035, 0.031
O, 17.9717, 5.0415, 22.0382, 0.0029, -0.0028, -0.0075
O, -12.3687, 1.3324, 33.3641, -0.0036, 0.0026, 0.0176
O, -14.2818, 3.3777, 24.0312, 0.0011, -0.0019, -0.0064
O, 0.6842, 5.6873, 17.4695, -0.0153, -0.0135, -0.0328
O, 0.4763, 2.4243, 22.3793, 0.0023, 0.0082, -0.0054
O, -16.964, 5.907, 29.9586, 0.0124, -0.0019, 0.0255
O, 16.4975, 12.3996, 23.8188, -0.0015, -0.0006, -0.0069
O, -11.2757, 21.4131, 17.6147, 0.0092, 0.0163, -0.043
O, -1.5122, -6.8728, 22.0688, 0.0009, -0.006, -0.0109
O, 9.3805, 10.7601, 25.9835, 0.0011, -0.0001, 0.0032
O, -6.442, 7.5793, 27.9675, -0.0041, -0.0079, 0.0193
O, -1.3165, -6.7876, 16.766, -0.0003, 0.0004, -0.011
O, -9.1652, 7.2435, 23.8021, 0.0017, -0.0039, -0.0059
O, 2.2708, -2.5176, 32.2169, 0.0071, -0.0081, 0.0548
O, 26.9848, -4.9889, 23.5873, 0.0005, -0.0005, -0.0064
O, 22.6472, 11.3701, 24.0288, -0.0028, -0.0007, -0.0013
O, 41.6252, 13.2503, 26.9985, -0.0064, -0.0072, 0.01
O, 40.1433, 13.1863, 21.6965, -0.0117, -0.014, -0.0195
O, -5.4319, 13.7898, 18.7778, -0.0028, 0.0037, -0.0246
O, 7.9867, -18.3813, 32.498, 0.0151, -0.0109, 0.0402
O, 22.3647, 4.9418, 23.244, -0.0015, 0.0004, -0.014
O, -4.3912, 7.726, 22.1214, 0.0013, 0.002, -0.0097
O, 21.9507, 19.8281, 24.9499, -0.0014, -0.0013, 0.0033
O, -21.953, 22.0721, 29.5998, 0.0062, 0.0102, 0.031
O, -5.6953, -7.1494, 25.1913, -0.0013, -0.0027, 0.0011
O, 7.8272, 11.4187, 28.3155, -0.0027, -0.0113, 0.0193
O, -4.6637, -14.0201, 31.0704, 0.0039, 0.0185, 0.0347
O, -12.8978, 8.7512, 22.181, 0.0084, 0.0051, -0.0178
O, 0.868, 4.3395, 20.6951, 0.0125, 0.0077, -0.0266
O, 2.8588, 22.8463, 25.6225, -0.0023, 0.0026, 0.0109
O, 6.7036, -9.1749, 26.0843, 0.0017, -0.0025, 0.0134
O, -9.2116, 4.1222, 29.9916, -0.0159, -0.0036, 0.0463
O, 15.9666, 34.0361, 21.2808, 0.0084, -0.006, -0.0204
O, -10.2543, -2.0735, 30.1221, 0.0098, -0.0049, 0.0209
O, -15.2852, 13.5841, 28.4416, -0.0138, 0.0004, 0.0281
O, 20.8438, 9.7355, 20.0467, -0.0001, -0.0064, -0.0576
O, 3.1993, 3.1809, 17.4434, -0.0185, -0.0154, -0.0449
O, 13.8278, 4.9964, 24.4397, -0.0001, -0.0003, -0.0088
O, 7.0249, 10.2408, 30.5155, -0.0113, -0.0104, 0.0483
O, -13.7792, -2.0327, 32.5446, 0.01, -0.0157, 0.0378
O, -8.7057, -9.8275, 30.5409, -0.0147, 0.005, 0.0316
O, 24.3277, 7.1559, 29.865, -0.0099, 0.0098, 0.0291
O, -16.0409, 11.5518, 17.3844, -0.0145, -0.0184, -0.0391
O, 14.317, 4.3924, 19.7217, 0.0156, -0.0073, -0.0369
O, 3.2134, 9.6334, 30.0802, -0.0039, -0.007, 0.0247
O, 4.0671, 12.1922, 33.1944, -0.0005, 0.0018, 0.0155
O, 6.3378, 7.57, 26.1428, -0.0053, 0.0012, 0.0181
O, -10.8267, 8.0261, 18.4057, 0.0093, 0.0013, -0.0255

Results
free energy: -139742.048 eV
free energy less fixed offsets of O -570.45, Si -639.56 eV per atom: -4.048 eV

The program warned: the cutoff lies below the one the program advises for these potential files; the forces do not sum to zero within the program's tolerance; empty levels may hold ghost states of the PAW files; the exchange-correlation potential is rough where the density is thin.
